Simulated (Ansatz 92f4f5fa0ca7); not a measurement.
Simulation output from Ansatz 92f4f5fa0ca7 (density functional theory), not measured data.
Periodic cell of 262 atoms, Si166O96, from a study of silicon, its oxide and their interface. The atomic structure is a simulated model.
Doubt: the cutoff is far below the 930 eV that the study's wrapper takes by default for these files, so forces and energies are approximate.

Settings: functional PBE; potential files Ansatz PAW; basis plane waves; wave-function cutoff 580 eV; density cutoff ratio 5; exchange-correlation grid ratio 1; k mesh 1 x 1 x 1, Gamma-centred; self-consistency stop 5e-08 eV per atom in the density residual; occupations fixed; spin none; net charge 0.

Cell vectors (angstrom)
a  10.938  0  0
b  0  10.938  0
c  0  0  38.0582

Atoms and the computed forces on them: element, x, y, z (angstrom), force x, y, z (eV/angstrom)
Si  0  0  0.683  0.0218  -0.0231  0.0017
Si  5.469  0  0.683  0.025  -0.0475  0.0039
Si  2.7345  2.7345  0.683  0.0377  -0.0568  -0.0235
Si  8.2035  2.7345  0.683  0.0258  -0.0266  0.0008
Si  0  5.469  0.683  0.0423  -0.0062  0.0035
Si  5.469  5.469  0.683  0.0578  -0.0309  0.0066
Si  2.7345  8.2035  0.683  0.0165  -0.002  -0.0054
Si  8.2035  8.2035  0.683  0.0246  -0.0214  -0.0085
Si  1.3673  1.3673  2.0503  0.0948  -0.0231  -0.0206
Si  6.8362  1.3673  2.0503  0.1024  -0.0349  -0.0329
Si  4.1018  4.1018  2.0503  0.0117  -0.1333  -0.0468
Si  9.5708  4.1018  2.0503  0.037  -0.0434  0.0226
Si  1.3673  6.8362  2.0503  0.0544  0.0111  -0.0317
Si  6.8362  6.8362  2.0503  0.1757  -0.0405  -0.0656
Si  4.1018  9.5708  2.0503  0.0213  -0.0831  -0.0007
Si  9.5708  9.5708  2.0503  0.0884  -0.0742  -0.0179
Si  2.7345  0  36.0067  -0.0402  0.0399  -0.0673
Si  8.2035  0  36.0067  -0.2774  0.0917  0.1022
Si  0  2.7345  36.0067  -0.0647  0.1931  0.0692
Si  5.469  2.7345  36.0067  -0.0453  0.0912  -0.0565
Si  2.7345  5.469  36.0067  0.0105  0.0485  -0.0619
Si  8.2035  5.469  36.0067  -0.093  -0.0158  0.0285
Si  0  8.2035  36.0067  0.2063  0.1309  0.1195
Si  5.469  8.2035  36.0067  -0.033  0.0424  -0.0664
Si  4.1018  1.3673  37.3739  -0.0343  0.0458  -0.0057
Si  9.5708  1.3673  37.3739  -0.028  0.0273  -0.0081
Si  1.3673  4.1018  37.3739  -0.0944  0.051  0.0117
Si  6.8362  4.1018  37.3739  0.0204  -0.0082  0.0176
Si  4.1018  6.8362  37.3739  -0.0341  0.0328  0.0115
Si  9.5708  6.8362  37.3739  -0.038  0.0368  -0.0227
Si  1.3673  9.5708  37.3739  -0.0473  -0.0086  0.0333
Si  6.8362  9.5708  37.3739  0.0159  0.0351  0.016
Si  -0.2696  0.2723  27.847  -0.1758  -0.0677  -0.2806
Si  5.139  -1.0526  28.8534  -0.0954  -0.5315  0.1003
Si  2.5651  2.5831  27.5522  -0.3755  -0.1517  -0.375
Si  8.3032  2.1225  27.1124  0.3415  -0.12  0.1077
Si  -0.3113  6.7607  27.7154  -0.1301  0.1873  -0.3436
Si  5.8951  5.8547  27.3397  0.1251  0.3263  -0.1685
Si  2.3876  10.5569  26.8378  -0.3794  -0.0926  0.3305
Si  8.5424  8.0668  27.9707  0.4501  -0.2242  0.0338
Si  -0.0555  2.9596  30.6245  -0.2015  -0.0337  -0.0029
Si  6.3655  1.0087  29.19  0.3329  0.2159  -0.0444
Si  3.8647  4.1358  28.873  -0.038  0.3007  -0.2564
Si  9.6033  4.2575  29.1506  -0.1013  -0.2793  -0.1779
Si  1.4763  7.3621  29.2364  0.3137  0.0889  -0.1674
Si  7.0195  6.7928  29.1919  -0.0482  0.0428  0.2729
Si  2.851  9.4195  28.8222  -0.1865  -0.0667  0.0023
Si  9.5222  9.7092  29.289  0.1555  -0.0176  -0.1804
Si  2.4204  0.1092  30.4739  -0.0844  0.2876  -0.0716
Si  8.1088  0.1048  30.593  -0.1272  0.0616  -0.0149
Si  1.0975  1.6483  29.156  0.2751  -0.2149  0.3515
Si  5.3212  2.8198  30.3204  0.1175  -0.1358  0.1426
Si  2.6464  5.5537  30.3717  -0.1741  0.2011  0.1361
Si  8.2106  5.4414  30.6058  0.0655  0.1473  0.0029
Si  -0.0464  8.3707  30.6894  -0.1895  0.0299  0.1433
Si  5.6579  8.2261  30.4976  0.1094  0.034  -0.1145
Si  4.0247  1.3987  31.7645  -0.131  -0.101  -0.0464
Si  9.519  1.4837  31.92  -0.0635  0.1011  -0.1195
Si  1.3833  4.2444  31.9239  0.0314  -0.001  -0.0008
Si  6.7413  4.0801  31.8433  0.0344  -0.0636  -0.1056
Si  4.0825  6.9082  31.7641  0.0729  0.0301  -0.1536
Si  9.5448  6.8672  31.9535  0.0551  0.0248  -0.0481
Si  1.2811  9.7188  32.043  -0.0614  -0.03  -0.0252
Si  6.8795  9.5811  31.9867  0.044  -0.0532  0.0566
Si  -0.085  0.121  33.3506  0.0304  -0.046  -0.0193
Si  5.4121  0.036  33.221  0.1002  0.0235  -0.0774
Si  2.7303  2.7782  33.2351  -0.0056  -0.0687  -0.0984
Si  8.1216  2.7841  33.2732  0.0052  -0.0225  0.0792
Si  -0.0077  5.5279  33.3106  0.0047  -0.002  0.0293
Si  5.4171  5.5089  33.2029  0.0137  0.0622  -0.0562
Si  2.739  8.2608  33.2302  -0.0985  -0.0282  -0.0363
Si  8.2095  8.2143  33.3537  -0.0384  0.069  -0.0618
Si  1.3828  1.4143  34.6508  -0.0144  0.0377  -0.0308
Si  6.8058  1.3646  34.6282  0.0438  -0.0458  -0.0376
Si  4.1058  4.1188  34.6224  0.0238  -0.0439  -0.0385
Si  9.5584  4.1113  34.6351  -0.0023  0.0082  -0.0313
Si  1.3957  6.8734  34.6372  -0.0278  0.0265  -0.0112
Si  6.8116  6.8173  34.6371  0.0307  0.0284  -0.0286
Si  4.1051  9.5866  34.6292  0.0124  -0.0029  -0.0391
Si  9.575  9.5922  34.6812  -0.0094  -0.0307  -0.0294
Si  2.7426  -0.0076  3.4203  0.0135  0.0057  0.0318
Si  8.2176  -0.0045  3.4134  -0.0285  0.011  0.0317
Si  0.0216  2.7365  3.415  0.036  -0.0524  0.0276
Si  5.4778  2.7252  3.4157  0.0112  0.0205  0.0036
Si  2.742  5.4614  3.4093  -0.0341  0.0332  0.0035
Si  8.221  5.4719  3.4231  -0.0125  -0.0245  0.0293
Si  0.0163  8.203  3.4207  -0.0164  0.0083  0.0285
Si  5.4803  8.1895  3.4072  0.0262  0.0233  -0.003
Si  4.1553  1.3178  4.7851  -0.0594  -0.0299  0.057
Si  9.6332  1.3265  4.7708  0.0098  0.0648  0.0623
Si  1.4079  4.0847  4.7908  0.0538  -0.0227  0.0485
Si  6.8594  4.0826  4.7754  0.0274  -0.0301  -0.0384
Si  4.1614  6.7724  4.7632  -0.0173  0.0226  0.0497
Si  9.633  6.8021  4.797  0.003  0.0802  0.0084
Si  1.4134  9.5339  4.7996  -0.0426  0.0229  0.0638
Si  6.8772  9.5261  4.7665  -0.0018  -0.0383  0.0607
Si  0.051  -0.0417  6.183  0.0817  -0.0348  0.1322
Si  5.5204  -0.0809  6.1594  -0.0937  0.0262  0.0581
Si  2.8188  2.7198  6.1345  -0.0091  -0.0943  0.0386
Si  8.2622  2.7161  6.0882  -0.0162  -0.004  0.0221
Si  0.0751  5.4499  6.1909  -0.0254  0.0162  0.1362
Si  5.5011  5.4093  6.1802  -0.0076  -0.0472  0.0831
Si  2.8234  8.1359  6.1194  0.0796  -0.0618  0.0227
Si  8.2415  8.1516  6.1399  0.0351  -0.0065  0.1459
Si  1.4615  1.3831  7.5082  -0.0154  -0.0006  -0.0987
Si  6.9696  1.2901  7.4356  0.0393  0.0345  -0.1613
Si  4.2205  3.9692  7.6015  0.0159  -0.0327  -0.0301
Si  9.5619  4.0934  7.5108  -0.0301  0.0235  -0.1529
Si  1.5873  6.7334  7.5487  0.1246  -0.0871  -0.071
Si  6.8854  6.7692  7.527  0.0488  0.0076  -0.2446
Si  4.1776  9.4347  7.551  -0.0195  -0.0252  -0.0035
Si  9.6301  9.4668  7.551  -0.0585  -0.04  -0.0626
Si  2.8131  -0.0633  8.8375  0.0321  0.1041  0.1927
Si  8.272  -0.0204  8.878  0.1765  0.0572  0.186
Si  0.0082  2.7629  8.8087  0.2391  -0.0243  0.0746
Si  5.5952  2.4607  8.8982  0.0309  -0.0708  -0.2059
Si  2.9239  5.3167  9.0323  0.045  -0.0006  0.0742
Si  8.158  5.3769  8.9403  0.2169  0.3349  -0.4214
Si  0.2386  8.1423  8.8119  -0.1684  0.1813  0.0429
Si  5.5981  8.0835  8.977  0.026  0.2357  0.1102
Si  4.5425  0.8506  10.1749  -0.2149  -0.2398  0.4142
Si  9.8155  1.2484  10.2043  -0.0438  -0.1011  0.2753
Si  1.2292  4.1626  10.2567  -0.1411  0.0199  0.2319
Si  7.0212  4.4632  10.7224  -0.4595  -0.341  0.4409
Si  4.5675  6.4548  10.3609  -0.1525  0.0985  0.201
Si  10.4146  6.7854  10.5508  0.2242  -0.1062  -0.0235
Si  1.0859  9.8949  10.0667  0.1383  0.0646  0.1878
Si  6.8433  9.6773  10.2727  -0.0594  0.0258  0.089
O  3.1258  1.11  26.9622  0.105  0.0709  -0.1093
O  3.7868  8.6451  23.3524  0.0172  0.0076  0.0973
O  -16.1509  9.5271  27.3404  0.2695  0.0643  0.0216
O  9.5043  1.0307  26.9593  -0.1586  0.1077  0.102
O  0.3342  5.4134  10.957  -0.058  0.0309  -0.3535
O  5.639  -0.2413  10.8695  -0.1724  0.1584  -0.5491
O  -1.5375  1.9794  11.6376  0.0984  -0.1128  -0.2753
O  6.4505  3.0061  10.2335  0.0336  0.2045  0.0199
O  7.9753  4.1749  12.06  -0.2419  0.3492  -0.2985
O  10.1503  7.7007  11.8814  -0.0065  -0.0407  0.0331
O  1.6656  9.2498  11.4613  -0.0612  -0.0848  -0.126
O  9.8763  3.3512  13.9289  -0.0306  0.0023  -0.2181
O  7.8338  9.0814  11.4647  -0.1878  0.0899  -0.0369
O  3.9336  1.738  11.4283  0.1674  -0.0388  -0.051
O  5.727  5.4665  11.0823  0.211  -0.112  -0.2713
O  1.608  3.0325  11.4206  -0.0318  0.1669  -0.1792
O  8.1315  2.7887  25.6282  -0.0074  -0.1806  0.276
O  0.0722  7.0295  26.1498  -0.0707  0.0756  0.1645
O  1.9226  3.3429  26.1985  0.1657  -0.1727  0.4062
O  6.4702  4.5719  26.5074  -0.0365  -0.1585  0.1024
O  -0.5245  5.1245  27.9657  -0.092  0.2288  0.6208
O  2.9306  9.7422  25.5457  0.2252  0.0487  -0.005
O  0.7348  10.6403  26.64  0.18  0.0854  0.2776
O  8.7008  3.2081  28.2646  -0.1197  0.0387  0.0778
Si  7.8331  5.2653  20.8213  -0.0053  0.0501  0.0952
Si  10.5154  -1.4362  14.7444  0.0277  -0.034  0.2125
Si  2.6639  6.9588  17.5246  0.0727  -0.0046  -0.1805
Si  2.729  4.6317  19.4206  0.0088  -0.0433  0.0285
Si  4.8151  8.738  22.1154  -0.0241  0.043  -0.0387
Si  9.5337  6.9546  19.0216  -0.0179  -0.003  -0.0694
Si  2.3527  15.0371  24.8185  0.1912  0.1582  -0.2774
Si  7.0902  -1.9102  18.6662  -0.0684  0.0537  -0.1041
Si  -2.5394  2.3736  17.2846  -0.0643  -0.0492  -0.0814
Si  2.0244  9.9351  12.8874  0.0101  -0.0118  0.2549
Si  6.7456  8.5692  26.5005  -0.082  -0.2363  -0.0244
Si  -0.1163  6.7775  16.1954  0.0666  0.0308  0.0032
Si  8.7483  2.9227  12.7993  -0.0215  -0.3462  0.2451
Si  -0.2137  11.2375  17.325  -0.0127  0.0189  -0.0934
Si  10.8182  -1.5054  19.8652  -0.0365  0.0745  0.0252
Si  8.848  8.4127  12.5587  -0.1438  -0.0233  0.2243
Si  12.0838  0.2083  21.9588  -0.0248  0.0708  0.0886
Si  15.3589  9.2807  17.9175  0.06  0.037  -0.1752
Si  11.6843  6.741  24.7084  0.0341  -0.0858  -0.2436
Si  6.7401  7.3505  14.2509  -0.1927  0.0067  0.3266
Si  7.5471  9.0309  23.5851  0.1469  -0.1511  -0.2757
Si  2.4769  -1.6737  24.0641  -0.2023  -0.056  -0.2112
Si  1.8406  -8.3522  17.0287  0.0717  -0.0332  -0.0742
Si  5.0099  6.0342  20.9149  -0.0155  -0.017  0.114
Si  10.3301  3.9252  15.4016  0.1147  0.0777  0.2194
Si  2.4672  3.0045  22.0211  0.0124  -0.0221  0.103
Si  7.3193  2.2988  20.2269  0.0261  -0.0352  -0.0049
Si  -1.9678  6.2459  23.6312  0.0414  0.0139  -0.1338
Si  4.8835  4.0374  23.3096  -0.1371  0.0598  -0.0556
Si  2.5905  2.0561  12.2851  0.0429  -0.0079  0.0401
Si  4.0778  7.808  13.0599  0.23  -0.0069  0.4198
Si  6.7174  1.5126  14.7947  -0.1663  -0.0945  0.1267
Si  6.454  -1.1711  16.0114  -0.0782  0.0171  -0.123
Si  16.3856  -0.066  20.1543  -0.0305  -0.1171  -0.0547
Si  4.4662  5.8878  15.3216  0.1422  -0.0635  0.0264
Si  9.1093  11.0536  21.7427  0.0923  -0.0173  0.069
Si  7.2993  4.1132  25.1824  -0.0291  0.2459  -0.4052
Si  14.8042  2.8053  14.9149  0.1767  0.0367  0.2189
O  6.7315  -0.1136  14.8205  0.0276  0.0632  0.0301
O  3.1254  2.0745  16.1632  -0.0688  -0.028  -0.019
O  12.8636  5.6573  24.8832  0.0426  -0.0327  0.1244
O  8.2833  7.9766  18.8188  0.0046  -0.0024  0.0375
O  15.6519  -0.6848  21.4807  0.0078  0.0171  -0.0122
O  8.6548  7.8408  23.7213  -0.0889  0.0195  0.0463
O  3.6056  -4.2029  14.2144  -0.0469  0.0876  -0.1833
O  4.9475  5.4203  22.4389  -0.0284  -0.0078  0.0417
O  10.2258  -2.7991  15.571  -0.013  0.0131  -0.0473
O  4.4176  7.5622  21.033  -0.0178  0.0156  0.0002
O  7.6465  2.0292  13.5917  0.1219  0.0757  -0.1582
O  10.8684  -11.9209  18.3157  0.0188  -0.0092  0.0355
O  2.0821  4.0906  20.8361  0.0253  0.0457  -0.0071
O  1.9612  0.6192  12.7481  -0.0036  0.13  -0.0062
O  10.5854  6.1099  23.6879  0.0281  0.0219  0.096
O  4.1763  4.3176  15.358  -0.0467  -0.0395  -0.0258
O  5.8738  1.5067  20.2669  -0.0064  0.0279  0.0022
O  5.6462  -2.6602  18.3991  0.0382  0.0142  0.0784
O  13.3662  3.4888  18.2742  0.0115  0.063  0.0471
O  -0.4199  -0.1743  15.7748  -0.0029  -0.0057  -0.0355
O  1.3223  19.0592  24.0916  0.0016  0.0453  0.1129
O  14.9199  4.145  24.6702  -0.0397  0.0308  0.061
O  2.9958  8.4996  17.9936  -0.014  -0.0014  0.0309
O  1.7431  14.3406  23.4507  -0.016  0.0041  0.0507
O  6.5576  -4.7419  20.4427  0.0169  -0.0445  -0.0251
O  9.0233  5.5885  19.7544  0.0854  0.0198  -0.0499
O  12.0733  10.0347  20.7369  -0.0092  -0.0564  -0.0282
O  9.3726  9.5982  13.5778  -0.0854  -0.0735  -0.2104
O  4.2754  5.0425  19.8326  -0.0432  -0.0167  -0.0559
O  9.4025  1.1614  17.6705  -0.0054  0.0291  0.034
O  7.0315  9.3477  25.0948  -0.1496  0.1037  0.0035
O  3.7394  7.1831  11.5985  0.0104  -0.1383  -0.2869
O  8.2932  5.3624  24.8207  -0.1045  -0.089  0.1622
O  6.0675  6.0148  14.9321  0.0283  0.1211  -0.0901
O  -1.7226  14.5284  16.5596  -0.0132  0.0121  -0.0078
O  2.1632  -4.8992  18.7873  -0.0084  -0.0305  0.08
O  6.8347  10.0004  19.9572  0.0386  -0.0149  0.0427
O  7.1868  2.0013  16.2696  0.089  0.0567  0.0366
O  10.71  7.7948  19.8185  0.0125  -0.0002  0.0448
O  5.9188  7.1278  26.2705  0.0536  0.1519  0.0331
O  5.6849  8.0126  13.2035  -0.048  0.0213  -0.1176
O  0.8292  3.3736  15.9953  -0.0976  0.0082  -0.0436
O  1.9041  10.5479  23.2562  0.0379  -0.0091  0.0333
O  11.9828  -1.4827  14.0774  0.0551  0.0024  -0.1591
O  4.8422  -1.198  16.386  -0.0582  -0.0566  0.0672
O  9.459  9.9534  20.5939  -0.0289  -0.021  -0.0228
O  7.3168  10.0437  17.3812  0.0642  -0.0445  0.0776
O  5.2039  2.0018  14.5286  -0.0209  0.0061  -0.081
O  1.0944  1.244  17.5687  -0.0156  -0.0158  0.0609
O  7.2691  3.7447  20.9626  0.0087  -0.0539  -0.004
O  7.7118  2.7353  18.7061  -0.0045  -0.0343  0.008
O  17.2661  8.4765  22.6563  0.0516  0.0204  0.0907
O  7.0073  -2.6028  15.5093  -0.012  -0.0904  -0.0727
O  6.371  3.6971  23.8858  0.1308  -0.0343  0.1752
O  4.0361  6.4073  16.8108  -0.0334  0.0607  0.0646
O  8.117  7.2001  13.4135  0.1133  0.0309  -0.2013
O  3.4717  -1.6378  13.2849  -0.0614  0.0128  -0.1163
O  2.9157  2.9081  13.6163  -0.0975  -0.0476  -0.2401
O  -2.4965  5.6416  22.2533  -0.0083  -0.0022  0.018
O  4.4398  -0.3228  18.8791  -0.0387  0.0326  0.0405
O  -0.3926  0.6031  22.369  -0.0061  -0.03  -0.067
O  8.1983  10.3716  22.9152  -0.0799  0.0174  0.0665
O  8.3977  1.3981  21.0488  -0.0053  0.0484  -0.0201
O  10.501  5.5322  15.202  -0.0306  -0.0585  -0.0331
O  4.0982  2.9585  22.3323  -0.02  -0.0302  -0.0254
O  10.0949  6.4531  17.5996  -0.0472  -0.0277  0.0796
O  12.886  12.492  21.5025  0.0019  -0.0401  -0.0419
O  1.483  6.9666  16.4158  -0.0205  -0.0022  0.0027
O  6.9402  12.3484  27.6603  -0.3111  -0.169  0.1257
O  -2.0026  6.45  9.9559  -0.0989  -0.1543  0.0932
O  10.8691  10.9663  10.6152  0.1812  -0.0659  -0.3948
O  4.4161  5.3776  27.8619  -0.0633  -0.2822  0.174

Results
free energy: -160125.910 eV
free energy less fixed offsets of O -568.88, Si -635.61 eV per atom: -2.170 eV

The program warned: the cutoff lies below the one the program advises for these potential files; the forces do not sum to zero within the program's tolerance; the exchange-correlation potential is rough where the density is thin.
